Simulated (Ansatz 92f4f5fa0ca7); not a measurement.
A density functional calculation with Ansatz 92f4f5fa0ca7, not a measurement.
Periodic cell of 288 atoms, Si196O92, from a study of silicon, its oxide and their interface. The atomic structure is a simulated model.
Doubt: the cutoff is far below the 930 eV that the study's wrapper takes by default for these files, so forces and energies are approximate.

Settings
functional: PBE
potential files: Ansatz PAW
basis: plane waves
wave-function cutoff: 580 eV
density cutoff ratio: 5
exchange-correlation grid ratio: 1
k mesh: 1 x 1 x 1, Gamma-centred
self-consistency stop: 5e-08 eV per atom in the density residual
occupations: fixed
spin: none
net charge: 0

Cell vectors (angstrom)
a, 11.6015, 0, 0
b, 0, 10.938, 0
c, 0, 0, 40.3692

Atoms and the computed forces on them: element, x, y, z (angstrom), force x, y, z (eV/angstrom)
Si, 0, 0, 0.9665, 0.0032, 0.0317, -0.013
Si, 3.8672, 0, 0.9665, -0.0086, 0.0186, -0.0028
Si, 7.7343, 0, 0.9665, 0.0004, 0.0567, 0.0012
Si, 1.9336, 1.3673, 0.9665, 0.001, -0.0361, -0.003
Si, 5.8008, 1.3673, 0.9665, 0.0011, -0.0482, 0.0137
Si, 9.6679, 1.3673, 0.9665, 0.0012, -0.03, 0.0108
Si, 0, 5.469, 0.9665, 0.0084, 0.0247, -0.0142
Si, 3.8672, 5.469, 0.9665, -0.0021, -0.0014, 0.0169
Si, 7.7343, 5.469, 0.9665, -0.003, 0.0815, -0.0072
Si, 1.9336, 6.8362, 0.9665, 0.001, -0.0369, -0.0044
Si, 5.8008, 6.8362, 0.9665, -0.0079, -0.0441, 0.0124
Si, 9.6679, 6.8362, 0.9665, 0.0064, -0.0669, -0.0094
Si, 1.9336, 2.7345, 39.4021, -0.006, 0.0467, -0.0078
Si, 5.8008, 2.7345, 39.4021, -0.0133, 0.0299, 0.002
Si, 9.6679, 2.7345, 39.4021, 0.012, 0.0313, -0.0168
Si, 0, 4.1018, 39.4021, -0.0045, -0.0385, -0.0038
Si, 3.8672, 4.1018, 39.4021, 0.0005, 0.0399, 0.037
Si, 7.7343, 4.1018, 39.4021, 0.0011, -0.1201, -0.0331
Si, 1.9336, 8.2035, 39.4021, -0.0167, 0.039, -0.0007
Si, 5.8008, 8.2035, 39.4021, -0.0131, 0.0041, 0.031
Si, 9.6679, 8.2035, 39.4021, 0.0037, 0.0778, -0.0081
Si, 0, 9.5708, 39.4021, -0.017, -0.038, -0.0117
Si, 3.8672, 9.5708, 39.4021, 0.0017, -0.0086, 0.0094
Si, 7.7343, 9.5708, 39.4021, -0.0089, -0.0472, -0.0098
Si, 0, 0, 4.8337, 0.0079, 0.0534, -0.0706
Si, 3.8672, 0, 4.8337, 0.0544, 0.0291, -0.0321
Si, 7.7343, 0, 4.8337, -0.0086, 0.0575, 0.1417
Si, 1.9336, 1.3673, 4.8337, 0.0338, -0.0891, -0.1224
Si, 5.8008, 1.3673, 4.8337, 0.0387, -0.0918, 0.0308
Si, 9.6679, 1.3673, 4.8337, -0.0249, -0.0922, -0.0776
Si, 0, 5.469, 4.8337, -0.0038, 0.0208, -0.1956
Si, 3.8672, 5.469, 4.8337, 0.0439, 0.0046, -0.0564
Si, 7.7343, 5.469, 4.8337, -0.0036, 0.0714, -0.089
Si, 1.9336, 6.8362, 4.8337, 0.0288, -0.1054, -0.0564
Si, 5.8008, 6.8362, 4.8337, 0.04, -0.0817, 0.1484
Si, 9.6679, 6.8362, 4.8337, -0.0277, -0.0903, 0.0529
Si, 1.9336, 2.7345, 2.9001, 0.0063, 0.0205, -0.0159
Si, 5.8008, 2.7345, 2.9001, -0.0032, 0.0624, 0.0182
Si, 9.6679, 2.7345, 2.9001, 0.0114, 0.0252, -0.0089
Si, 0, 4.1018, 2.9001, 0.0015, 0.0156, -0.0371
Si, 3.8672, 4.1018, 2.9001, 0.0074, -0.0016, -0.0112
Si, 7.7343, 4.1018, 2.9001, 0.0042, -0.0579, -0.0094
Si, 1.9336, 8.2035, 2.9001, 0.0087, 0.0181, -0.0198
Si, 5.8008, 8.2035, 2.9001, 0.0005, 0.0639, 0.0207
Si, 9.6679, 8.2035, 2.9001, 0.0073, 0.0513, 0.0018
Si, 0, 9.5708, 2.9001, 0.0055, -0.0093, -0.0131
Si, 3.8672, 9.5708, 2.9001, 0.0067, -0.0123, 0.0028
Si, 7.7343, 9.5708, 2.9001, 0.0068, -0.0766, 0.0309
Si, 0.0119, 1.2926, 27.6899, -0.0709, -0.0933, -0.232
Si, 3.8568, -0.0962, 29.9152, -0.1101, -0.3573, -0.5516
Si, 9.8243, 0.8895, 30.0395, -0.0178, -0.0255, -0.0063
Si, 2.4965, 1.7529, 29.6303, -0.3874, 0.4622, 0.1538
Si, 5.7721, 1.2233, 29.8182, 0.7115, 0.0045, -0.0907
Si, 7.6729, -0.1527, 29.8366, 0.174, 0.2649, -0.0442
Si, 0.391, 5.6297, 29.5721, 0.1386, -0.0849, -0.3443
Si, 4.5043, 6.1755, 30.3923, -0.096, -0.1038, 0.2069
Si, 7.9744, 5.1459, 28.9994, -0.0384, 0.2867, 0.3022
Si, 2.3723, 6.9632, 29.787, 0.1011, 0.1407, 0.1103
Si, 5.7646, 5.7657, 28.464, -0.0368, -0.1728, -0.1232
Si, 9.336, 7.1965, 29.3621, -0.0258, 0.1466, -0.7865
Si, 2.0027, 2.9326, 31.6348, 0.2404, -0.0495, 0.0104
Si, 5.8884, 2.7557, 31.6379, -0.2921, -0.0569, 0.1249
Si, 9.7599, 2.7183, 31.6015, 0.068, -0.0853, -0.0583
Si, 0.0327, 4.2342, 31.5623, -0.0413, 0.0607, -0.095
Si, 4.0214, 4.2467, 31.7735, 0.1846, 0.0022, -0.1561
Si, 7.8394, 4.0844, 31.3523, -0.0282, -0.0542, -0.2099
Si, 1.7672, 8.3251, 31.6279, -0.0229, -0.0714, 0.146
Si, 5.4947, 8.0123, 31.7338, 0.0994, 0.0427, -0.1303
Si, 9.4773, 8.1128, 31.6038, -0.2604, 0.0205, -0.0361
Si, -0.2933, 9.5937, 31.6822, 0.1262, 0.3078, -0.5007
Si, 3.7396, 9.5854, 31.836, -0.1231, -0.1926, 0.1839
Si, 7.515, 9.3843, 31.6827, -0.262, -0.0718, 0.1944
Si, -0.0421, 0.0098, 33.6021, -0.0456, 0.2225, 0.0356
Si, 3.8408, 0.0824, 33.6601, 0.0656, 0.1671, 0.0364
Si, 7.6961, -0.0421, 33.566, -0.1657, -0.0133, -0.0375
Si, 1.8983, 1.4332, 33.544, 0.0424, 0.0203, -0.1145
Si, 5.8167, 1.406, 33.6031, 0.0769, -0.1252, -0.067
Si, 9.634, 1.3984, 33.5839, 0.0661, -0.1231, -0.0126
Si, -0.0125, 5.4854, 33.568, 0.0121, 0.0958, 0.0476
Si, 3.8482, 5.4973, 33.7378, -0.0045, 0.0803, -0.0627
Si, 7.7077, 5.4123, 33.4468, 0.1008, 0.0831, -0.0862
Si, 1.8965, 6.8939, 33.5706, -0.0719, -0.0291, -0.0152
Si, 5.7929, 6.8083, 33.6965, -0.1179, -0.0897, 0.0572
Si, 9.6148, 6.7959, 33.5505, 0.0718, -0.1651, 0.0643
Si, 1.887, 2.7237, 35.5305, -0.0141, 0.0559, 0.0172
Si, 5.7974, 2.75, 35.549, -0.013, 0.0377, -0.085
Si, 9.6378, 2.745, 35.5362, -0.0713, 0.0112, -0.0231
Si, -0.0261, 4.117, 35.518, -0.0285, -0.0643, -0.0722
Si, 3.8268, 4.0668, 35.5882, -0.0248, 0.0047, -0.0301
Si, 7.7178, 4.1318, 35.4829, 0.0039, -0.1763, -0.0364
Si, 1.9185, 8.2126, 35.5354, -0.0291, 0.0861, -0.0491
Si, 5.8112, 8.2275, 35.567, 0.0464, 0.0646, -0.0106
Si, 9.6517, 8.1877, 35.5011, 0.0265, 0.0706, -0.0123
Si, -0.0149, 9.5828, 35.532, 0.0085, -0.1787, 0.0182
Si, 3.8563, 9.5838, 35.547, 0.0029, -0.0527, -0.0434
Si, 7.7402, 9.5855, 35.5349, 0.0162, -0.0574, 0.0104
Si, 0, 0, 37.4685, -0.0429, 0.0479, 0.0501
Si, 3.8672, 0, 37.4685, 0.0029, 0.0761, 0.1208
Si, 7.7343, 0, 37.4685, 0.0688, 0.099, 0.0315
Si, 1.9336, 1.3673, 37.4685, -0.0853, -0.1028, -0.0432
Si, 5.8008, 1.3673, 37.4685, 0.0237, -0.0422, 0.0157
Si, 9.6679, 1.3673, 37.4685, -0.0455, 0.0217, 0.0121
Si, 0, 5.469, 37.4685, -0.047, 0.0424, -0.0561
Si, 3.8672, 5.469, 37.4685, -0.0438, 0.0145, 0.2052
Si, 7.7343, 5.469, 37.4685, -0.0167, 0.1436, -0.2714
Si, 1.9336, 6.8362, 37.4685, 0.0007, -0.0255, -0.0436
Si, 5.8008, 6.8362, 37.4685, 0.0095, -0.0228, 0.1272
Si, 9.6679, 6.8362, 37.4685, 0.0134, -0.0152, -0.1287
Si, 1.9548, 2.7273, 6.7514, -0.0052, 0.0378, 0.028
Si, 5.8279, 2.712, 6.7849, 0.0355, 0.066, -0.0022
Si, 9.6696, 2.7235, 6.7595, -0.0125, 0.0203, 0.0522
Si, 0.0111, 4.079, 6.7266, -0.0024, -0.0128, 0.0456
Si, 3.8981, 4.0875, 6.7529, 0.04, -0.0254, 0.0847
Si, 7.7448, 4.0987, 6.7537, -0.0272, -0.045, 0.0353
Si, 1.9621, 8.205, 6.7483, 0.0274, 0.0435, 0.0645
Si, 5.8258, 8.1901, 6.7935, 0.0214, 0.0508, 0.083
Si, 9.6701, 8.2045, 6.7681, -0.0318, 0.0587, 0.0582
Si, 0.0131, 9.5495, 6.74, -0.0178, -0.0348, 0.0727
Si, 3.8979, 9.5601, 6.7549, 0.0053, -0.0166, 0.0008
Si, 7.7435, 9.5785, 6.7934, 0.0184, -0.0463, 0.0207
Si, 0.0008, -0.032, 8.6663, -0.0298, 0.1018, 0.0402
Si, 3.9177, -0.0169, 8.6804, 0.0362, 0.0626, 0.0287
Si, 7.7572, -0.0629, 8.7985, 0.0254, 0.0691, 0.0779
Si, 1.9588, 1.3088, 8.6426, -0.0519, -0.0349, 0.1012
Si, 5.8434, 1.3413, 8.7307, -0.0466, -0.0777, 0.1329
Si, 9.6765, 1.3395, 8.686, -0.0131, -0.1, -0.0012
Si, 0.022, 5.5065, 8.591, 0.0119, 0.1048, 0.0544
Si, 3.9335, 5.456, 8.6807, 0.0253, 0.1143, 0.0244
Si, 7.7598, 5.4602, 8.686, 0.0006, 0.1712, 0.0986
Si, 1.9921, 6.8208, 8.6626, 0.0009, -0.0584, 0.166
Si, 5.8406, 6.8634, 8.7848, 0.0164, -0.1126, 0.0597
Si, 9.6824, 6.8482, 8.7145, 0.0014, -0.152, 0.054
Si, 1.9607, 2.7677, 10.4864, 0.1164, 0.2172, -0.1192
Si, 5.8619, 2.6627, 10.7117, -0.0148, 0.1693, -0.2413
Si, 9.7658, 2.7256, 10.5867, -0.1182, 0.1158, 0.0064
Si, 0.048, 4.1467, 10.4759, -0.0465, -0.1624, -0.1365
Si, 3.9117, 4.0779, 10.5974, -0.0593, -0.15, -0.1043
Si, 7.7627, 4.051, 10.5861, 0.1049, -0.3117, -0.1886
Si, 2.0173, 8.2636, 10.5539, -0.1022, 0.1142, -0.1473
Si, 5.8095, 8.1649, 10.8414, 0.1285, 0.1222, -0.2464
Si, 9.7007, 8.0937, 10.7539, 0.0263, 0.1057, -0.2003
Si, 0.0267, 9.5046, 10.5726, 0.0963, -0.1942, -0.143
Si, 3.9543, 9.6202, 10.6431, -0.0904, 0.0506, 0.0454
Si, 7.7989, 9.4975, 10.8103, -0.0443, -0.1054, -0.1902
Si, 0.2517, -0.0592, 12.4296, -0.0214, -0.3263, 0.352
Si, 3.7139, -0.019, 12.639, -0.2562, -0.4855, -0.0174
Si, 8.0614, -0.01, 12.6889, 0.0701, -0.373, 0.5247
Si, 1.9651, 1.4712, 12.3984, 0.2106, 0.3268, 0.4034
Si, 6.3247, 1.5436, 12.7651, -0.1881, -0.3112, 0.0407
Si, 9.9663, 1.2795, 12.461, 0.194, 0.4199, 0.1798
Si, 0.0716, 5.514, 12.3665, -0.0335, -0.253, 0.2112
Si, 3.6619, 5.468, 12.4776, -0.0213, -0.269, 0.3223
Si, 7.6037, 5.3338, 12.5244, 0.076, -0.2192, 0.4132
Si, 1.8781, 6.9714, 12.4748, -0.1893, 0.4141, 0.211
Si, 5.6735, 6.642, 12.7085, -0.4207, 0.1165, 0.6208
Si, 9.5933, 6.5633, 12.6103, 0.063, 0.1585, 0.5788
O, 5.0271, 0.6582, 13.3308, 0.3933, 0.3045, -0.1681
O, 5.4327, 7.145, 14.3052, 0.0452, -0.2071, -0.7941
O, 0.5382, 10.0687, 13.8895, -0.2863, 0.0991, -0.2793
O, 7.4915, -6.5251, 13.9353, 0.0753, 0.3422, -0.453
O, 1.7485, 7.7013, 14.0092, 0.0186, -0.2011, -0.2683
O, 9.538, 7.1947, 14.1564, 0.045, -0.1681, -0.5808
O, 12.0783, 4.5259, 13.6467, -0.0538, 0.0794, -0.2203
O, 8.2461, 10.1983, 14.2236, -0.2168, 0.1363, -0.6832
O, 3.2256, 9.8266, 13.7741, 0.13, 0.1447, -0.2337
O, 3.2409, 4.5463, 13.8307, 0.2058, 0.1818, -0.2863
O, 1.8844, 2.2766, 13.8762, -0.0664, -0.0076, -0.219
O, 10.1895, 2.1951, 13.8478, 0.0516, 0.0471, -0.392
O, 10.9245, 6.7974, 29.0478, -0.1632, -0.2283, 0.3839
O, 15.156, 20.8001, 28.5765, 0.1382, 0.1323, 0.2349
O, 6.4834, 8.8458, 27.2857, -0.0096, -0.0068, -0.0351
O, 10.2432, 12.4205, 28.5547, -0.0623, -0.0219, 0.1403
O, 8.9506, 8.3907, 28.2051, 0.1575, -0.4019, 0.4081
O, -0.0511, 10.8341, 26.8647, -0.0797, 0.1777, 0.1887
O, 3.2935, 2.9157, 28.7457, -0.0889, 0.0368, 0.1021
O, 11.7482, 2.5478, 26.6512, 0.0394, -0.1255, 0.1015
O, 16.6447, 4.5247, 27.5759, 0.2108, 0.1671, 0.1487
O, 11.0055, -0.2426, 30.4176, -0.0881, -0.1195, 0.4616
O, 1.2398, 1.2443, 28.7333, 0.123, -0.0399, -0.0568
O, 0.3961, 4.4914, 28.3743, 0.0007, 0.0776, 0.3308
Si, 8.5005, 4.1773, 26.7244, 0.0673, -0.3514, -0.1169
Si, 5.1972, 5.9313, 18.521, -0.1071, 0.0044, 0.2107
Si, 16.2715, 8.8591, 19.1852, -0.0145, 0.06, 0.0353
Si, 2.9076, 8.4496, 28.0369, -0.1894, -0.1519, 0.1282
Si, 8.8588, -0.7022, 15.7511, -0.0024, 0.0289, 0.4188
Si, -1.116, -3.3166, 20.3965, 0.0152, 0.0002, -0.0781
Si, 6.661, 5.7865, 24.5203, -0.1814, -0.0506, -0.329
Si, 0.6593, 9.5131, 26.257, 0.2117, -0.0194, -0.4521
Si, 10.6758, -2.5246, 23.9747, 0.0786, 0.0919, -0.2155
Si, 5.3462, 2.1891, 16.8306, -0.1576, -0.1694, 0.5115
Si, 2.2151, 9.8323, 17.6254, 0.0108, 0.0577, 0.4961
Si, 9.819, 0.361, 23.459, 0.1953, -0.0001, -0.1857
Si, 2.8313, -0.2036, 24.2605, 0.0314, 0.0823, -0.1765
Si, 0.4852, 3.6464, 16.9536, 0.0345, -0.0318, 0.3516
Si, 6.9982, 2.9669, 14.5107, 0.001, 0.2919, 0.7177
Si, 9.2858, 4.0831, 20.4381, 0.0304, -0.0076, -0.0454
Si, 9.0784, 7.3147, 15.7021, -0.0285, -0.1128, 0.4467
Si, 3.9489, 3.775, 20.2963, 0.0225, -0.1614, 0.03
Si, 1.8561, 9.2746, 14.4604, 0.1726, 0.0791, 0.1309
Si, 5.5888, 7.5119, 26.9058, 0.074, 0.1148, -0.0492
Si, 4.5745, 2.983, 27.7409, -0.059, -0.1705, -0.2817
Si, 2.8757, 9.2369, 21.4927, -0.0712, 0.0609, -0.0379
Si, 1.8273, 3.8633, 14.2805, -0.1054, -0.1238, 0.3923
Si, 12.6837, -3.8098, 22.3079, -0.0087, -0.0276, -0.0667
Si, 6.6275, 3.4344, 19.2764, -0.0519, -0.0545, 0.1342
Si, 7.9954, 12.0803, 25.8428, -0.2932, 0.0012, -0.3037
Si, 11.5792, 4.1645, 26.8381, 0.1426, 0.2043, -0.3369
Si, 5.874, 7.3296, 15.8492, 0.2305, 0.1212, 0.5679
Si, 9.7858, 2.0636, 15.4155, 0.1351, 0.0367, 0.3498
Si, 4.2819, 3.9467, 23.3989, -0.0577, -0.1694, -0.1189
Si, 1.481, 4.6675, 24.3439, 0.1211, -0.0722, -0.3172
Si, 2.6621, 2.0145, 18.262, -0.0742, 0.0947, 0.1147
Si, 4.9197, 12.5103, 25.1092, -0.0497, -0.0905, -0.4214
Si, 8.9274, -4.5428, 22.4996, 0.1514, 0.0454, -0.1979
Si, 10.9453, 1.5948, 20.9799, 0.0474, 0.0263, -0.0503
Si, 6.0763, 10.1961, 17.0225, 0.0233, 0.0839, 0.1986
Si, -1.2372, -5.1077, 18.0783, 0.2302, -0.0251, 0.1497
Si, 0.3506, -0.8318, 19.7955, 0.1261, 0.0079, 0.039
Si, 0.7896, 1.833, 23.4597, 0.0577, 0.0214, -0.0656
Si, 7.8474, 9.5865, 27.8351, -0.1463, 0.0466, 0.1831
O, 12.3171, -9.2198, 21.8456, -0.0379, -0.0117, -0.0026
O, 4.1566, 2.4049, 26.2821, -0.0537, 0.1584, 0.344
O, 3.1399, -1.0393, 22.9282, 0.0444, -0.0035, 0.0457
O, 5.1094, 6.3053, 16.9087, 0.0317, 0.0045, -0.2378
O, 3.6847, 4.1354, 21.8734, 0.001, 0.0701, 0.0407
O, 6.0122, 6.9968, 25.4022, -0.0794, 0.114, 0.1141
O, 2.2196, 1.2813, 23.9583, -0.0048, -0.0333, 0.0515
O, 3.9729, 7.867, 26.9168, 0.0604, 0.1535, -0.045
O, 7.9677, 3.1794, 20.1465, -0.0343, 0.0164, -0.0246
O, 1.2787, 5.9073, 23.329, 0.0158, -0.079, 0.1173
O, 3.3281, 8.798, 18.2371, -0.0721, -0.0113, -0.108
O, 8.3103, 10.7309, 26.7302, 0.0864, -0.1984, -0.0166
O, 1.4117, 8.65, 27.4065, -0.0183, 0.057, 0.0158
O, 5.5054, 4.9388, 23.7607, 0.1763, 0.148, 0.1192
O, 3.0573, 4.3186, 24.3984, -0.0268, 0.0504, 0.1113
O, 14.0872, -3.2902, 21.6614, -0.0298, -0.0107, 0.016
O, 9.9475, 6.9769, 23.6682, -0.0119, -0.1073, 0.0388
O, 5.709, 3.1002, 15.5337, 0.1099, 0.0484, -0.4223
O, 7.5796, 4.8632, 25.5251, 0.2358, -0.1669, 0.3525
O, 9.7626, 6.1454, 16.6088, -0.0605, 0.0895, -0.2338
O, 2.0253, 9.5394, 16.0523, -0.141, -0.1576, -0.3812
O, 9.9309, 0.5177, 15.9406, 0.0156, -0.0337, -0.1397
O, -2.5396, -3.5533, 21.1845, -0.055, -0.0467, 0.0385
O, 0.598, 3.3969, 23.8314, -0.0454, 0.0762, 0.1013
O, 12.05, 8.4218, 23.0839, -0.0744, 0.0279, 0.13
O, 10.5477, 3.0761, 20.4818, -0.0081, -0.0095, 0.0033
O, 9.7647, 0.9271, 21.919, -0.0757, -0.0347, 0.0803
O, 4.8181, 2.4258, 23.7079, 0.0177, 0.0162, 0.1148
O, 7.4864, 7.1293, 15.9689, -0.1238, -0.0917, -0.1944
O, 8.6385, 11.936, 24.3508, -0.0285, 0.0509, 0.2575
O, 1.6929, -0.8852, 20.7241, -0.0364, 0.0285, 0.0208
O, 1.625, 4.0562, 15.8769, 0.1515, 0.0107, -0.3303
O, 0.7521, -1.3551, 18.3117, 0.0515, -0.0126, -0.1565
O, 3.8534, 2.6327, 17.3264, 0.1959, 0.0399, -0.1754
O, 8.46, 13.4698, 26.5718, 0.007, 0.2674, 0.1066
O, 8.2083, 2.4609, 15.5147, -0.2484, -0.0463, -0.169
O, 1.8302, -1.0299, 25.2027, -0.1466, -0.118, 0.2321
O, 5.7823, 2.0532, 28.3551, 0.0169, 0.1464, 0.25
O, -2.1907, 5.02, 19.1167, -0.037, 0.0264, -0.0333
O, 4.259, 0.0904, 24.9644, 0.017, 0.0219, 0.1587
O, 6.4242, 12.2258, 25.5595, 0.0618, -0.0269, 0.1008
O, -0.2829, 0.6632, 19.7014, -0.0557, 0.0109, 0.0473
O, 7.664, 10.4383, 16.8432, 0.157, -0.0111, -0.1665
O, 10.059, 4.6237, 26.4653, -0.1434, 0.072, 0.1276
O, 7.4997, 6.4069, 23.2593, -0.0929, -0.0136, 0.1163
O, 5.3274, 7.3697, 19.2814, 0.0283, -0.0778, -0.0282
O, -0.4865, 8.5897, 25.5338, 0.0059, 0.0295, 0.2116
O, 0.1259, 4.9602, 17.8545, -0.0453, -0.0211, -0.0994
O, 10.7146, 3.0539, 16.3035, -0.1782, -0.125, -0.1722
O, 5.7484, -0.9976, 18.6057, 0.0173, -0.0403, -0.0698
O, -1.0266, 7.2648, 18.8147, -0.0902, -0.0647, -0.007
O, 10.7953, -1.734, 20.4864, -0.0297, -0.0352, -0.0155
O, 9.732, -1.2712, 23.5135, -0.0112, -0.0063, 0.0809
O, 2.7085, 0.3964, 18.0776, 0, -0.0873, -0.0703
O, 9.5597, 8.8142, 16.1356, 0.0708, 0.0605, -0.1228
O, 4.2702, -1.5908, 20.678, 0.0612, -0.0292, -0.0048
O, 6.5233, -5.9389, 18.7715, -0.0155, 0.0679, -0.0842
O, 5.4307, 3.1092, 20.3218, 0.0433, 0.0183, -0.0498
O, 5.5416, 8.89, 16.2104, -0.1079, -0.0722, -0.1488
O, 2.9029, 2.6232, 19.7725, 0.0487, 0.0324, -0.0129
O, 3.9608, -5.8625, 19.252, 0.0554, 0.0806, -0.0762
O, 11.6369, -4.2433, 21.1272, 0.0304, 0.0012, -0.0071
O, 6.4688, 2.4282, 18.0067, 0.0274, 0.0211, -0.1677
O, 5.3096, 0.5948, 16.4906, 0.0361, -0.0766, -0.1921
O, 1.1651, 2.4877, 17.8605, -0.0265, 0.0718, -0.141
O, 11.2392, 0.8715, 24.0999, -0.0871, -0.0175, 0.0608
O, 12.5764, 5.0048, 25.8509, -0.1199, -0.0368, 0.2261
O, 9.2142, -6.0436, 21.871, -0.063, 0.0694, 0.1032

Results
free energy: -176917.480 eV
free energy less fixed offsets of O -568.88, Si -635.61 eV per atom: -0.960 eV

The program warned: the cutoff lies below the one the program advises for these potential files; the forces do not sum to zero within the program's tolerance; the exchange-correlation potential is rough where the density is thin.
